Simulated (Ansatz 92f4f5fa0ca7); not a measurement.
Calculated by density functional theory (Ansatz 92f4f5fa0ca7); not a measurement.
Periodic cell of 223 atoms, Si131O90As2, from a study of silicon, its oxide and their interface. The atomic structure is a simulated model.

Settings: functional PBE; potential files Ansatz PAW; basis plane waves; wave-function cutoff 700 eV; density cutoff ratio 5; exchange-correlation grid ratio 1; k mesh 2 x 2 x 1, shifted by 0.5 0.5 0.5 of a step; self-consistency stop 5e-08 eV per atom in the density residual; occupations fixed; spin none; net charge 0.

Cell vectors (angstrom)
a 10.938 0 0
b 0 10.938 0
c 0 0 32.1988

Atoms: element, x, y, z (angstrom)
Si 10.5908 0.2275 24.8467
Si 5.7411 10.6803 24.7341
Si 2.4799 2.9155 24.6261
Si 8.4263 2.4663 24.8118
Si 0.2751 5.1677 24.7429
Si 5.1581 5.7501 24.6734
Si 2.9366 8.0078 24.5855
Si 7.9407 8.4348 24.7198
Si 1.3311 1.3823 26.0256
Si 6.8469 1.3133 26.1074
Si 4.0462 4.1073 25.9711
Si 9.6059 4.0624 26.0724
Si 1.3984 6.8284 25.987
Si 6.7693 6.8515 26.015
Si 4.1029 9.5369 25.9866
Si 9.4712 9.5698 26.1298
Si 2.7297 -0.0073 27.3408
Si 8.1629 -0.0191 27.5353
Si 0.0085 2.7189 27.4716
Si 5.4394 2.7479 27.3518
Si 2.728 5.4664 27.4121
Si 8.1841 5.471 27.3503
Si -0.004 8.1833 27.3647
Si 5.4379 8.1991 27.433
Si 4.0828 1.3724 28.7329
Si 9.5735 1.358 28.8352
Si 1.3643 4.1143 28.8033
Si 6.8238 4.0995 28.735
Si 4.0927 6.8202 28.7947
Si 9.5575 6.8255 28.7422
Si 1.3697 9.5622 28.7335
Si 6.7831 9.5492 28.8435
Si 0.0158 -0.0185 30.1485
Si 5.4413 0.0219 30.1505
Si 2.7366 2.7354 30.14
Si 8.1895 2.7439 30.1425
Si -0.0118 5.479 30.144
Si 5.4742 5.4608 30.141
Si 2.7245 8.2043 30.138
Si 8.2062 8.1927 30.1463
Si 1.3673 1.3673 31.515
Si 6.8362 1.3673 31.515
Si 4.1018 4.1018 31.515
Si 9.5708 4.1018 31.515
Si 1.3673 6.8362 31.515
Si 6.8362 6.8362 31.515
Si 4.1018 9.5708 31.515
Si 9.5708 9.5708 31.515
Si 2.7345 0 0.6835
Si 8.2035 0 0.6835
Si 0 2.7345 0.6835
Si 5.469 2.7345 0.6835
Si 2.7345 5.469 0.6835
Si 8.2035 5.469 0.6835
Si 0 8.2035 0.6835
Si 5.469 8.2035 0.6835
Si 4.1086 1.3729 2.0562
Si 9.5696 1.3541 2.0656
Si 1.3406 4.1329 2.0168
Si 6.8371 4.1002 2.059
Si 4.0852 6.8674 2.0217
Si 9.5767 6.8317 2.0489
Si 1.384 9.5564 2.0521
Si 6.8324 9.5851 2.0608
Si 0.0258 -0.0226 3.4128
Si 5.4739 0.0063 3.4813
Si 2.7643 2.824 3.341
Si 8.1902 2.7064 3.4711
Si 0.0049 5.4747 3.4441
Si 5.4458 5.4992 3.3531
Si 2.7737 8.2263 3.4578
Si 8.2134 8.208 3.4002
Si 1.4295 1.4179 4.6595
Si 6.9245 1.2515 4.8781
As 4.3031 3.974 4.7819
Si 9.6054 4.0542 4.7957
Si 1.4214 6.8237 4.7879
Si 6.8077 6.8531 4.7255
Si 4.1627 9.5464 4.8744
Si 9.6138 9.511 4.7933
Si 2.7848 0.1071 6.0658
Si 8.2598 -0.1232 6.2937
Si 0.0664 2.6592 6.1184
As 6.1014 2.1022 6.94
Si 2.8682 5.4282 6.0357
Si 8.1321 5.4166 6.0283
Si 0.0413 8.1454 6.171
Si 5.5547 8.1704 6.2747
Si 3.9298 1.4565 7.6996
Si 9.8508 1.1136 7.5054
Si 1.7825 3.7774 7.2854
Si 6.7157 4.3187 7.5782
Si 4.4053 6.5198 7.5147
Si 9.3667 6.872 7.3742
Si 1.1747 9.9061 7.3027
Si 7.2099 9.1686 7.6989
O 8.3465 8.0041 7.9814
O 2.9618 2.7758 7.8563
O 9.5231 1.3525 24.2533
O 4.0539 6.866 24.112
O 0.0656 0.0034 7.9947
O 5.4548 5.3133 7.9816
O 6.8514 9.5701 24.1872
O 1.3684 4.0589 24.1546
O 3.8094 7.2337 8.907
O 1.1265 4.4173 8.6347
O 9.875 5.9593 8.6574
O 2.2207 9.363 8.4507
O 7.5434 3.9887 8.9724
O 4.243 0.9015 9.2298
O 6.7627 9.5363 9.2422
O 9.1989 1.8419 8.8363
O 7.709 3.1497 23.5053
O 10.4991 5.8419 23.4324
O 5.0977 0.44 23.3975
O 5.8637 5.0933 23.3401
O 3.1052 2.2066 23.2614
O 2.2983 8.715 23.2165
O 8.616 7.7491 23.3805
O 0.241 10.345 23.5701
Si 4.3945 1.5691 22.4616
Si 3.5103 7.8999 14.0277
Si 7.1298 0.9513 14.6619
Si 0.9486 9.3523 22.5115
Si 1.1766 4.2834 11.8558
Si 6.2818 8.9459 15.3149
Si 0.7393 1.3398 12.2893
Si 8.6396 4.9432 20.5023
Si 0.3916 5.6781 9.3221
Si 5.1391 3.1213 17.9713
Si 0.9274 3.7432 16.7584
Si 10.4309 2.8409 19.2297
Si 5.2855 1.1488 10.4922
Si 0.9094 0.1695 19.8368
Si 6.6719 9.4161 10.882
Si 9.3682 9.666 18.3122
Si 9.4307 9.205 12.5647
Si 6.5737 3.8443 22.5715
Si 2.4546 8.0418 9.3586
Si 10.6171 7.3522 17.072
Si 2.5439 6.27 16.5834
Si 10.1997 4.4713 14.2065
Si 6.1655 9.1742 18.5114
Si 8.0027 2.58 9.6769
Si 8.9506 2.1074 12.5032
Si 5.3626 6.239 18.0727
Si 3.9465 0.5461 19.4664
Si 4.2575 3.8263 12.1077
Si 5.5612 6.5629 12.1402
Si 8.0381 2.498 17.2266
Si 4.3812 2.4848 14.9939
Si 1.583 1.2002 15.2625
Si 1.6116 9.3844 12.0243
Si 8.0735 6.8268 13.8613
Si 10.4119 9.8162 15.4773
Si 9.8084 7.0117 22.542
Si 8.1269 5.4747 17.3974
O 6.074 7.9045 11.2754
O 6.0369 9.1791 16.895
O 7.7303 1.3154 13.1961
O 1.0102 1.7437 13.8443
O 9.4292 6.2693 16.8674
O 6.7802 6.1779 13.1393
O 5.1521 4.6614 18.6306
O 9.2685 2.151 18.2641
O 2.391 0.0915 19.0677
O 9.4353 10.2123 16.7497
O 2.7858 4.4291 11.7168
O 5.0922 10.3143 19.0998
O 9.4789 3.1543 13.6077
O 0.4824 1.7574 19.9609
O 3.2057 1.3365 15.134
O 8.1883 5.3642 19.0104
O 3.9194 6.6016 17.3964
O 4.6372 3.2709 16.4115
O 9.061 5.6236 14.3089
O 5.4517 2.7597 22.1202
O 10.739 4.2105 15.7046
O 0.3816 3.8603 18.2926
O 10.4515 10.5159 19.197
O 9.6658 9.9845 14.0231
O 10.9038 8.1242 22.0834
O 1.19 2.1556 16.5169
O 9.7491 3.7431 20.4123
O 8.1681 4.0208 16.6711
O -0.002 9.0738 11.8947
O 6.6282 2.4301 18.0495
O 5.5944 10.6434 11.2631
O 7.7783 9.5818 18.8298
O 10.089 0.9785 12.1046
O 1.1996 7.0605 9.1008
O 0.6092 4.75 13.3162
O 5.7395 7.6136 18.9864
O 5.2445 5.0389 11.5468
O 2.7354 6.9566 15.1168
O 0.9299 2.7136 11.4415
O 0.8834 10.6789 15.5307
O 2.4623 8.5796 10.8878
O 4.6615 2.3757 11.4107
O 4.1985 3.5482 13.7452
O 2.267 4.653 16.513
O 10.7518 8.2339 15.6952
O 6.9166 10.2888 14.6773
O 2.3673 8.9204 13.4128
O 8.0216 1.5031 15.9272
O 4.1471 6.9679 12.8526
O 4.2094 2.0038 18.7366
O 7.3005 4.4106 21.2457
O 8.551 2.9434 11.1681
O 1.1981 6.8239 17.3545
O 5.6844 1.6209 14.686
O 8.1626 9.7082 11.5933
O 9.2122 6.283 21.223
O 9.0049 7.6707 12.8521
O 1.7017 0.0895 11.8576
O 6.6569 6.1294 17.055
O 7.4223 7.7959 15.0221
O 1.2317 10.28 21.2097
O 10.0723 8.1927 18.3519
O 3.9611 0.8338 21.0802
O 0.3318 5.2894 10.8868
O 6.7299 1.5986 9.8953
O 4.7959 8.6765 14.6804

Results
free energy: -144194.510 eV
free energy less fixed offsets of As -4857.07, O -569.03, Si -635.61 eV per atom: -2.760 eV

Forces (eV/angstrom), in the order of the atoms: element, x, y, z
Si -0.026 0.0043 -0.0067
Si 0.0359 -0.0104 -0.0385
Si -0.0083 0.0204 -0.0209
Si 0.0164 -0.0245 -0.0332
Si 0.0206 -0.0212 -0.0357
Si -0.0243 0.0053 -0.0375
Si 0.0099 -0.0285 -0.0258
Si 0.0018 0.0277 -0.019
Si 0.0076 0.0076 0
Si 0.0013 -0.008 -0.0035
Si 0.0008 -0.0011 0.0107
Si -0.0031 0.0021 0.0064
Si 0.0051 0.0095 0.0148
Si 0.013 0.0083 0.012
Si -0.0157 -0.0013 0.0106
Si -0.0142 -0.0069 -0.0067
Si -0.004 -0.0041 -0.0183
Si -0.0104 -0.0122 0.0752
Si 0.0051 0.0056 0.0633
Si -0.0055 0.0029 -0.0225
Si 0.0082 0.0066 0.0323
Si 0.0029 -0.0033 -0.0217
Si 0.006 -0.0108 -0.0232
Si -0.0038 -0.0007 0.0429
Si 0.0135 -0.0179 0.0196
Si -0.0137 -0.0029 -0.0903
Si -0.0032 -0.007 -0.0638
Si 0.0164 -0.0062 0.0235
Si -0.0227 0.0067 -0.0461
Si 0.0071 0.0076 0.0153
Si -0.0071 -0.0046 0.0181
Si 0.0451 0.0207 -0.0902
Si 0.031 -0.0115 0.0177
Si -0.0639 -0.0021 0.0366
Si -0.0086 -0.0269 0.0226
Si 0.0105 0.0522 0.0264
Si -0.0286 0.0056 0.0202
Si 0.0305 0.0022 0.016
Si 0.0092 0.0295 0.0066
Si 0.0093 -0.0305 0.0183
Si 0.075 -0.0415 -0.0179
Si -0.0559 0.0924 -0.0373
Si 0.0586 -0.0663 -0.0142
Si -0.1128 0.0269 -0.0617
Si -0.0669 0.0564 -0.0844
Si 0.0446 -0.0976 0.0122
Si -0.1012 0.0711 -0.0535
Si 0.0313 -0.073 0.0002
Si 0.041 -0.0152 0.0876
Si -0.0186 0.0225 -0.0053
Si -0.1815 -0.0913 -0.0292
Si 0.128 -0.062 0.0368
Si -0.1042 0.1889 -0.2312
Si 0.0641 -0.0954 0.0586
Si 0.1001 -0.0985 0.0386
Si 0.0819 0.2042 -0.1041
Si 0.0469 -0.0848 0.0718
Si -0.018 0.028 0.045
Si 0.0851 0.0186 0.1291
Si 0.0922 -0.0735 0.0566
Si -0.0295 -0.0818 0.137
Si -0.0475 -0.0114 0.0574
Si 0.0221 0.0553 0.0392
Si -0.0199 0.0115 0.0333
Si -0.0578 -0.0147 -0.0603
Si 0.007 -0.0028 -0.1773
Si -0.145 -0.0356 -0.1752
Si 0.0291 -0.0185 -0.1683
Si -0.0032 -0.0062 -0.1118
Si 0.0103 0.1126 -0.16
Si -0.0398 -0.0395 -0.1222
Si 0.0403 0.0388 -0.0648
Si 0.0109 -0.0111 0.0297
Si -0.0013 -0.0155 0.0758
As -0.0202 0.0339 0.0275
Si 0.0027 0 0.0492
Si 0.0543 -0.0336 0.1286
Si -0.0181 -0.0076 0.0489
Si 0.0134 -0.0136 0.0706
Si -0.0515 0.007 0.152
Si 0.0196 0.0551 0.0745
Si 0.0545 -0.04 -0.2312
Si 0.038 0.0167 0.0506
As 0.251 -0.2608 0.1044
Si -0.0972 0.1426 0.0605
Si 0.0125 -0.0281 0.0561
Si -0.0164 0.0462 -0.079
Si -0.0078 -0.036 0.0128
Si -0.0035 0.1527 -0.1192
Si 0.0077 -0.0326 -0.0135
Si -0.1087 -0.0077 -0.1066
Si -0.1167 0.0732 -0.0771
Si 0.0416 0.0068 -0.0529
Si 0.0179 0.0173 -0.0188
Si -0.0454 -0.0054 -0.0176
Si 0.0816 -0.0218 0.0662
O -0.0501 0.0244 0.0196
O -0.0752 -0.0947 0.0669
O -0.0041 0.0065 -0.0145
O 0.0041 0.0096 -0.0121
O 0.0064 0.016 0.0552
O -0.0067 0.1894 0.0659
O -0.0099 -0.0021 -0.0073
O -0.0046 -0.0093 -0.0095
O -0.0488 -0.0132 -0.0106
O 0.001 0.0526 0.0037
O 0.0447 -0.0036 0.0367
O -0.0099 -0.0651 0.0535
O -0.0221 -0.1242 -0.0199
O 0.0735 -0.0074 -0.0196
O -0.0149 0.0143 0.0292
O -0.0132 0.0028 0.0513
O -0.0186 0.0098 -0.0041
O -0.0068 0.0228 0.0012
O -0.0098 0.0131 0.0066
O 0.0074 -0.019 0.0122
O 0.0264 -0.0065 0.0031
O -0.0226 0.001 0.0111
O 0.0182 -0.0093 0.0003
O 0.0141 -0.0087 -0.0177
Si -0.0033 0.0062 -0.0047
Si -0.0005 -0.0079 0.0037
Si 0.0005 0.0085 -0.0105
Si 0.0001 -0.0043 -0.0075
Si 0.002 0.008 0.0045
Si 0.0016 0.0027 -0.0052
Si -0.0046 0.0061 0.005
Si -0.004 0.0062 -0.0083
Si -0.0609 0.0048 0.0409
Si -0.0036 -0.0064 -0.015
Si -0.0005 0.0034 -0.0118
Si 0.0022 0.0003 -0.0062
Si 0.024 0.0186 0.0158
Si 0.0095 0.0022 -0.009
Si 0.0099 -0.004 0.0015
Si 0.0069 0.0016 -0.0127
Si -0.009 0.0029 0.0084
Si 0 -0.0038 -0.0107
Si 0.0017 0.0379 0.0245
Si -0.0074 0.0023 -0.0131
Si 0.0021 -0.0031 -0.0132
Si -0.0093 -0.0222 0.005
Si -0.0005 -0.0017 -0.0175
Si 0.0119 0.0347 0.0095
Si 0 0.0101 -0.0011
Si 0.0066 0.0014 -0.0125
Si -0.0117 0.0017 0.0014
Si 0.0041 -0.0034 0.0057
Si 0.0028 -0.0122 0.0082
Si 0.0013 -0.0027 -0.0131
Si 0.0144 0.0027 -0.0121
Si 0.0027 0.004 -0.0067
Si 0.0042 0.0077 0.0163
Si 0.0004 -0.0043 -0.0002
Si -0.0047 -0.0036 -0.0068
Si 0.0007 -0.0003 -0.0064
Si -0.0007 -0.0088 -0.0092
O -0.0074 0.0148 0.0023
O 0.0147 -0.0067 0.0102
O 0.0163 0.0047 0.0067
O 0.0084 -0.0286 -0.0081
O -0.0015 -0.0001 0.007
O 0.006 0.0199 0.0029
O 0.002 -0.0022 0.0021
O -0.0095 0.028 0.0084
O 0.0122 0.0075 0.0224
O 0.0214 -0.0164 0.0155
O -0.0107 -0.0005 0.016
O -0.0008 -0.0037 0.0036
O 0.0204 0.0216 0.0031
O -0.0021 0.0163 0.0035
O -0.0097 0.0192 0.0168
O 0.0075 -0.0072 -0.0069
O -0.0181 -0.0088 0.0058
O 0.0062 -0.0267 0.0091
O 0.0052 -0.0186 0.0092
O -0.0026 -0.0048 0.028
O 0.0047 0.0024 -0.0084
O -0.0043 -0.0158 -0.0024
O -0.007 -0.012 0.0041
O 0.0213 -0.0248 0.0081
O 0.0012 0.0039 0.0312
O 0.0012 0.0081 -0.0204
O -0.0115 0.0046 -0.0113
O -0.0016 -0.0136 0.0437
O 0.0193 -0.0008 0.0112
O 0.0111 0.0124 -0.0103
O 0.0136 -0.0173 -0.0014
O 0.0028 0.0056 0.0078
O 0.0168 0.0371 0.0287
O 0.015 -0.0269 -0.0148
O -0.0113 -0.0214 0.0063
O -0.0085 -0.001 0.0018
O -0.0115 -0.0092 0.0013
O 0.012 0.0123 0.0093
O -0.0012 -0.0023 0.0132
O -0.0185 0.0051 0.0001
O -0.0017 -0.0114 0.0037
O 0.0045 0.0058 0.0091
O 0.0021 -0.0175 -0.0029
O -0.0195 0.001 0.0173
O -0.0057 0.0239 0.0286
O -0.0142 0.0042 0.0252
O 0.0008 -0.0016 -0.0017
O -0.0242 0.0062 0.0057
O 0.011 0.0113 0.0091
O 0.018 0.0038 0.0084
O 0.0238 0.007 0.0187
O 0.0014 -0.0277 0.0081
O 0.0113 -0.0067 0.005
O -0.0002 0.0124 0.0215
O -0.029 -0.0043 -0.0185
O -0.0062 -0.0232 0.0154
O -0.0085 0.0189 0.0184
O -0.0168 -0.0022 0.0201
O 0.0026 0.0032 0.0125
O 0.0001 0.0067 0.006
O -0.0099 -0.0001 -0.0024
O 0.0017 0.0094 -0.0197
O 0.0024 0.0009 -0.0113
O 0.0159 -0.0176 -0.0003
O -0.0399 0.0328 -0.0031
O -0.0055 -0.0079 0.0081

The program warned: the cutoff lies below the one the program advises for these potential files; the exchange-correlation potential is rough where the density is thin.
